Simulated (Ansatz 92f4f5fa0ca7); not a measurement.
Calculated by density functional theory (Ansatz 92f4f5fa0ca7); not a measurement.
Periodic cell of 227 atoms, Si133O92B1H1, from a study of silicon, its oxide and their interface. The atomic structure is a simulated model.
Doubt: the cutoff is far below the 930 eV that the study's wrapper takes by default for these files, so forces and energies are approximate.
This geometry differs little from another in the collection (a relaxation step or a small displacement).

Settings
functional: PBE
potential files: Ansatz PAW
basis: plane waves
wave-function cutoff: 580 eV
density cutoff ratio: 5
exchange-correlation grid ratio: 1
k mesh: 1 x 1 x 1, Gamma-centred
self-consistency stop: 5e-08 eV per atom in the density residual
occupations: fixed
spin: none
net charge: 0

Cell vectors (angstrom)
a, 10.938, 0, 0
b, 0, 10.938, 0
c, 0, 0, 32.8232

Atoms: element, x, y, z (angstrom)
Si, 0.205, -0.3209, 25.2717
Si, 5.7683, -0.4002, 25.5557
Si, 2.6031, 3.0445, 25.3745
Si, 8.0279, 2.9641, 25.3328
Si, 0.2529, 5.1805, 25.2738
Si, 5.7574, 5.2003, 25.4128
Si, 2.498, 8.3861, 25.2663
Si, 8.0231, 8.3222, 25.3053
Si, 1.4035, 1.3285, 26.5408
Si, 6.9089, 1.3297, 26.67
Si, 4.1289, 4.1352, 26.7593
Si, 9.6145, 4.0762, 26.6662
Si, 1.3609, 6.8054, 26.6095
Si, 6.9078, 6.7805, 26.7015
Si, 4.0924, 9.4381, 26.7319
Si, 9.5993, 9.4989, 26.6527
Si, 2.7548, -0.007, 28.0102
Si, 8.2664, -0.0241, 28.0383
Si, 0.0337, 2.6707, 28.0021
Si, 5.4912, 2.6876, 28.0428
Si, 2.74, 5.5078, 28.054
Si, 8.2715, 5.4437, 28.0588
Si, 0.0104, 8.1519, 28.0314
Si, 5.494, 8.1175, 28.0678
Si, 4.1018, 1.3673, 29.4049
Si, 9.5708, 1.3673, 29.4049
Si, 1.3673, 4.1018, 29.4049
Si, 6.8362, 4.1018, 29.4049
Si, 4.1018, 6.8362, 29.4049
Si, 9.5708, 6.8362, 29.4049
Si, 1.3673, 9.5708, 29.4049
Si, 6.8362, 9.5708, 29.4049
Si, 0, 0, 30.7722
Si, 5.469, 0, 30.7722
Si, 2.7345, 2.7345, 30.7722
Si, 8.2035, 2.7345, 30.7722
Si, 0, 5.469, 30.7722
Si, 5.469, 5.469, 30.7722
Si, 2.7345, 8.2035, 30.7722
Si, 8.2035, 8.2035, 30.7722
Si, 1.3673, 1.3673, 32.1394
Si, 6.8362, 1.3673, 32.1394
Si, 4.1018, 4.1018, 32.1394
Si, 9.5708, 4.1018, 32.1394
Si, 1.3673, 6.8362, 32.1394
Si, 6.8362, 6.8362, 32.1394
Si, 4.1018, 9.5708, 32.1394
Si, 9.5708, 9.5708, 32.1394
Si, 2.7345, 0, 0.6835
Si, 8.2035, 0, 0.6835
Si, 0, 2.7345, 0.6835
Si, 5.469, 2.7345, 0.6835
Si, 2.7345, 5.469, 0.6835
Si, 8.2035, 5.469, 0.6835
Si, 0, 8.2035, 0.6835
Si, 5.469, 8.2035, 0.6835
Si, 4.1018, 1.3673, 2.0507
Si, 9.5708, 1.3673, 2.0507
Si, 1.3673, 4.1018, 2.0507
Si, 6.8362, 4.1018, 2.0507
Si, 4.1018, 6.8362, 2.0507
Si, 9.5708, 6.8362, 2.0507
Si, 1.3673, 9.5708, 2.0507
Si, 6.8362, 9.5708, 2.0507
Si, 0, 0, 3.418
Si, 5.469, 0, 3.418
Si, 2.7345, 2.7345, 3.418
Si, 8.2035, 2.7345, 3.418
Si, 0, 5.469, 3.418
Si, 5.469, 5.469, 3.418
Si, 2.7345, 8.2035, 3.418
Si, 8.2035, 8.2035, 3.418
Si, 1.26, 1.4739, 4.7367
Si, 6.7809, 1.4592, 4.7665
Si, 4.1153, 4.0904, 4.83
Si, 9.4933, 4.1887, 4.8778
Si, 1.3384, 6.8407, 4.8103
Si, 6.8077, 6.8975, 4.8331
Si, 4.081, 9.5848, 4.7165
Si, 9.5822, 9.5242, 4.7319
Si, 2.6119, -0.0177, 5.9099
Si, 8.258, 0.0953, 5.9119
Si, -0.0195, 2.8718, 6.2388
Si, 5.427, 2.6907, 6.3213
Si, 2.7387, 5.5099, 6.1744
Si, 8.0554, 5.523, 6.3515
Si, -0.1004, 8.1393, 6.1989
Si, 5.4575, 8.368, 6.1553
Si, 3.7165, 1.3685, 7.3785
Si, 9.7743, 1.1502, 7.343
Si, 1.7143, 3.8537, 7.5494
Si, 6.4018, 4.4119, 7.727
Si, 4.2746, 6.8011, 7.4362
Si, 9.5905, 6.7438, 7.7137
Si, 1.0949, 9.8254, 7.2883
Si, 6.8728, 9.8906, 7.3421
O, 5.3055, 5.6228, 7.9294
O, 0.0526, 0.0943, 7.6922
O, 2.7435, 2.6094, 7.7784
O, 9.4209, 7.3858, 9.2733
O, 1.3678, 9.5186, 24.7804
O, 6.8322, 4.0357, 24.8976
O, 6.8568, 9.4474, 24.9206
O, 1.4317, 4.0905, 24.8135
O, 7.8412, 8.8967, 8.2169
O, 1.5536, 4.2922, 9.1482
O, 1.7819, 9.3457, 8.6885
O, 6.7272, 4.0539, 9.3216
O, 10.5109, 5.4577, 8.2264
O, 3.8676, 0.4678, 8.7826
O, 3.7612, 7.5622, 8.8065
O, 8.9993, 1.418, 8.7879
O, 4.8732, 0.2247, 24.345
O, 8.8434, 2.457, 23.9767
O, 10.5164, 5.7793, 23.8859
O, 5.1551, 5.9749, 24.0961
O, 8.6267, 7.6489, 23.9083
O, 3.6213, 2.6396, 24.1203
O, 3.1213, 7.6802, 23.8965
O, 10.2659, 0.1964, 23.9586
Si, 4.3716, 8.3175, 18.0663
Si, 8.661, 8.7764, 9.6264
Si, 7.4188, -0.1531, 14.4125
Si, 2.4742, 3.8121, 17.2153
Si, 4.9633, 5.4705, 17.9264
Si, 3.3587, 2.0566, 14.9452
Si, 7.5009, 5.2603, 21.0063
Si, 4.2399, 1.3394, 23.3689
Si, 2.4173, 8.1253, 9.535
Si, -3.7992, 1.0044, 18.6906
Si, 10.2504, -1.3368, 15.5177
Si, 9.2036, 0.6601, 10.2254
Si, 5.1938, 0.0253, 16.6504
Si, 16.0166, 4.2249, 13.323
Si, 0.5827, 5.0216, 12.4434
Si, 11.0642, 11.9253, 20.5825
Si, 9.2508, 1.1411, 23.0911
Si, 0.559, 5.5208, 9.5459
Si, 10.5745, -5.5903, 17.7366
Si, 13.6469, 2.3542, 19.9037
Si, 4.8978, -1.9924, 21.0484
Si, 6.9173, -0.8995, 11.5214
Si, 6.147, 3.3298, 10.6714
Si, 15.2714, 4.8659, 20.9012
Si, -0.4477, 13.188, 12.5543
Si, 6.5573, 0.6619, 21.708
Si, 7.6348, 2.836, 13.233
Si, -1.4512, 7.2139, 20.0812
Si, 13.5787, 10.7994, 21.295
Si, 2.9379, 6.4294, 13.6226
Si, 4.2195, 6.8024, 23.0632
Si, 11.1774, 6.6675, 14.9283
Si, 7.8289, 3.9343, 18.4021
B, 2.5871, 8.8247, 12.3424
Si, 9.3658, 6.5041, 22.9858
Si, 9.5409, -0.8911, 18.5824
Si, 5.2702, 0.4709, 9.6069
Si, 12.2306, 0.0351, 13.8402
O, 9.9916, 1.5201, 21.6858
O, 1.0264, 10.6883, 21.1759
O, 16.8074, -0.7818, 21.4817
O, 12.0393, 13.2188, 20.272
O, 3.8031, 4.7629, 17.0044
O, 2.7658, 8.0734, 18.2867
O, 5.1323, 4.1858, 11.6643
O, 3.2702, 0.8294, 20.12
O, 6.8758, -1.0436, 13.1378
O, 16.1024, -2.3554, 19.4885
O, 3.3119, -1.6037, 21.2052
O, 13.0388, 5.6429, 12.443
O, 7.4092, 2.9379, 11.6173
O, -6.5882, 5.6113, 13.8406
O, 2.3111, 3.0036, 15.7991
O, 9.5006, 8.7632, 19.5894
O, 12.2683, 6.9356, 9.6088
O, 7.8399, 0.4142, 22.691
O, 1.7405, 9.7978, 12.8077
O, 2.9533, 0.6115, 22.6989
O, -0.2585, 5.745, 13.6565
O, 4.2678, 12.0886, 15.9399
O, 5.138, 7.0098, 17.4099
O, 5.4643, 1.7165, 22.3459
O, -5.4999, -0.5986, 10.8514
O, 1.8975, 6.5502, 14.913
O, 5.3978, 12.9176, 10.178
O, -0.1397, 5.2953, 11.0011
O, 15.2054, 5.5498, 19.4204
O, 7.9267, -4.3013, 20.16
O, 5.685, 0.71, 18.0452
O, 7.8336, 11.3331, 11.0872
O, 6.3505, 11.0225, 8.4313
O, -0.5551, 11.304, 19.2296
O, 13.8226, 2.7237, 18.3481
O, 8.0288, 4.0571, 20.0286
O, 9.1982, 4.4592, 17.6765
O, 11.6493, 3.3964, 12.5832
O, 10.1373, 1.7052, 11.0502
O, 9.6915, -0.9075, 9.9382
O, 8.0384, -0.3111, 18.3696
O, 7.2921, 1.4123, 13.9582
O, 10.0484, 7.1551, 21.6325
O, 0.0476, 11.8342, 13.27
O, 2.5613, 1.007, 14.0153
O, 16.8665, 4.911, 21.2972
O, 6.4382, -0.3818, 15.6799
O, 2.7735, 8.6795, 11.0016
O, 3.513, 5.74, 22.021
O, 4.433, 9.5757, 17.035
O, -4.2955, 4.0067, 13.8616
O, 4.2382, 2.9671, 13.9288
O, 8.2737, 5.3836, 22.4479
O, 11.6425, 10.421, 15.257
O, 14.5086, 3.414, 20.8206
O, 8.9269, -0.633, 14.8405
O, 18.6798, 2.3577, 18.0076
O, 10.514, 8.1561, 14.7859
O, 3.2601, 7.9681, 13.1956
O, 16.1124, 7.7473, 22.1201
O, -12.6218, 2.9705, 13.3676
O, 6.423, 4.6997, 17.9431
O, 1.0742, 4.5244, 17.7253
O, 10.5895, -4.7615, 16.3502
O, 7.5991, -2.2499, 10.8753
O, -0.8422, -1.4071, 17.141
O, 7.0293, 1.2779, 20.287
O, 10.4449, 6.3153, 19.0703
H, 2.5186, 7.4327, 18.9707

Results
free energy: -137044.529 eV
free energy less fixed offsets of B -154.04, H -15.97, O -568.88, Si -635.61 eV per atom: -1.429 eV

Forces (eV/angstrom), in the order of the atoms: element, x, y, z
Si, -0.0025, 0.0095, 0.0025
Si, -0.001, 0.0129, 0.0061
Si, 0.0084, -0.0138, 0.0116
Si, 0.0067, -0.0122, 0.0054
Si, -0.0157, 0.0163, 0.0002
Si, -0.0095, 0.0082, 0.0009
Si, 0.0085, -0.0113, 0
Si, 0.0141, -0.0131, -0.0047
Si, 0.0038, 0.0008, -0.0014
Si, -0.0049, 0.0013, -0.0061
Si, 0.0051, -0.006, -0.0033
Si, 0.0012, 0.0001, -0.0049
Si, 0.0002, -0.0022, -0.0051
Si, -0.0069, -0.0035, -0.0062
Si, -0.0065, 0.0038, 0.0006
Si, -0.001, -0.0004, -0.0023
Si, 0.0007, -0.0013, -0.0044
Si, 0.004, -0.0023, 0.0032
Si, 0.0036, -0.0014, -0.0001
Si, 0.0007, 0, 0.0013
Si, 0.0005, 0.0038, 0.004
Si, 0.004, -0.0025, 0.0106
Si, 0.0031, 0.0011, 0.0063
Si, 0.0037, -0.0037, 0.0029
Si, -0.0233, -0.1539, 0.033
Si, 0.2654, -0.0997, 0.0834
Si, 0.0011, -0.0951, -0.2573
Si, 0.1263, -0.1117, -0.0773
Si, -0.007, -0.1212, 0.5218
Si, 0.1672, -0.0564, 0.3119
Si, -0.0026, -0.0098, -0.2487
Si, 0.0657, -0.0413, -0.1674
Si, -0.048, 0.0397, -0.0127
Si, -0.0587, -0.0007, -0.0255
Si, 0.0171, 0.0384, -0.0307
Si, -0.01, 0.03, -0.0218
Si, -0.0717, 0.0097, 0.0108
Si, -0.1347, -0.0052, 0.0044
Si, 0.08, 0.0586, -0.0107
Si, -0.0153, 0.0248, -0.0042
Si, 0.0145, -0.0632, -0.0213
Si, 0.0227, -0.0432, -0.0248
Si, 0.049, -0.0506, -0.0038
Si, 0.0054, -0.0085, -0.0101
Si, 0.0523, -0.0198, -0.0321
Si, 0.043, -0.017, -0.0272
Si, -0.0186, -0.0054, -0.009
Si, 0.0381, 0.0045, -0.0131
Si, 0.0327, 0.0228, 0.0092
Si, -0.0513, 0.0489, 0.003
Si, -0.0029, 0.0128, 0.034
Si, -0.0727, 0.0229, 0.0463
Si, -0.0255, 0.0606, -0.0018
Si, -0.0135, 0.0083, -0.0085
Si, -0.054, 0.0087, 0.0309
Si, -0.039, 0.0314, 0.0309
Si, -0.0036, -0.0728, -0.0019
Si, -0.0203, -0.1545, 0.0245
Si, 0.0889, -0.0363, 0.03
Si, 0.1601, 0.0924, -0.0107
Si, -0.0775, -0.0988, 0.0298
Si, -0.0282, -0.0401, -0.0166
Si, 0.0761, 0.0664, -0.018
Si, 0.0566, 0.009, 0.0261
Si, -0.0925, 0.0124, -0.2846
Si, 0.0074, 0.3244, -0.2007
Si, 0.0409, 0.2704, -0.0302
Si, -0.026, 0.5701, 0.1539
Si, -0.3165, 0.0526, 0.3077
Si, 0.0441, 0.0376, 0.3717
Si, -0.2335, -0.2482, -0.1319
Si, -0.121, -0.2874, -0.238
Si, -0.0097, 0.0001, -0.0057
Si, -0.0049, 0.0053, -0.0001
Si, 0.0002, 0.0023, 0.001
Si, 0.0013, 0.0001, 0.0008
Si, 0.0064, -0.0011, 0.0013
Si, -0.0039, 0.0026, 0.0058
Si, -0.0051, 0.0004, -0.0071
Si, 0.0064, -0.0032, -0.0047
Si, 0.0064, -0.0034, -0.0015
Si, 0.0074, 0.0054, 0.0075
Si, 0.0134, 0.0032, 0.0078
Si, -0.0057, -0.0121, -0.0011
Si, -0.0003, -0.0026, 0.0021
Si, 0.0065, 0.0034, -0.0064
Si, -0.0115, -0.007, -0.001
Si, 0.0109, 0.0039, 0.014
Si, 0.0025, 0.0083, -0.0139
Si, 0.0007, -0.0023, -0.0048
Si, -0.0198, -0.0007, -0.0191
Si, -0.0008, -0.0064, 0.0223
Si, -0.0115, 0.0117, -0.012
Si, 0.0059, 0.0055, -0.0118
Si, -0.0001, 0.0125, 0.0262
Si, -0.0091, -0.0158, -0.0292
O, 0.0102, -0.007, 0.0023
O, 0.005, -0.0036, -0.0008
O, 0.0036, -0.0009, 0.0094
O, 0, -0.0065, -0.0028
O, -0.0003, 0.0055, -0.0031
O, 0.0011, 0.0047, -0.005
O, -0.0086, 0.0135, -0.0053
O, 0.0003, 0.0018, -0.0054
O, 0.0057, -0.0062, 0.0084
O, 0.0016, 0.0022, 0.0058
O, -0.0049, -0.0028, -0.0129
O, -0.0017, 0.0019, -0.0155
O, -0.002, 0.0055, 0.0076
O, 0, 0.0004, 0
O, 0.0028, -0.0007, -0.0002
O, 0.0003, -0.0012, 0
O, -0.0037, 0.0022, -0.0097
O, -0.0003, 0.0016, -0.0024
O, 0.0021, -0.0028, -0.0015
O, 0.0024, -0.0007, 0.001
O, -0.0014, 0.0002, 0.0037
O, 0.0024, 0.0007, -0.0067
O, -0.0005, 0, -0.0011
O, 0.0006, -0.0024, -0.0016
Si, -0.0017, 0.0004, -0.0042
Si, -0.0001, 0.0073, 0.0034
Si, 0.0019, -0.0011, 0.0019
Si, -0.0006, 0.0002, -0.0035
Si, -0.0002, -0.0001, -0.0033
Si, -0.0009, -0.0059, 0.0007
Si, 0.0011, 0.0003, -0.0013
Si, -0.0001, -0.0018, 0.006
Si, 0.0012, 0.0072, 0.0053
Si, 0.0011, 0.0016, -0.0021
Si, 0.0026, 0, 0.0007
Si, 0.0036, 0.0031, -0.0045
Si, -0.002, 0.0013, 0.0027
Si, 0.0008, 0.0003, 0.0024
Si, 0.0023, -0.0001, 0.0019
Si, -0.0023, -0.0007, -0.0018
Si, 0.0002, 0.0003, 0.0022
Si, 0.0051, -0.0031, -0.0017
Si, 0.0014, -0.0002, -0.003
Si, 0.0013, 0.0017, -0.0038
Si, 0.0017, -0.0012, -0.0005
Si, 0.0045, 0.0013, 0.0008
Si, 0.0014, 0.0009, -0.001
Si, 0.0005, -0.0003, -0.0001
Si, 0.002, -0.0029, -0.0014
Si, 0.0018, 0.0009, -0.0022
Si, 0.0009, 0.0002, 0.0014
Si, 0.0017, -0.0004, -0.0022
Si, -0.0006, 0.0008, 0.0014
Si, 0.0006, 0.0015, 0.0012
Si, -0.0002, -0.0004, 0.0045
Si, 0.0011, 0.0006, 0.0017
Si, 0.0006, -0.0007, -0.0021
B, 0.0004, 0.0009, -0.0013
Si, 0.0016, 0.0011, 0.0038
Si, 0.0009, -0.0015, -0.0028
Si, 0.0017, -0.0027, 0.0035
Si, 0.0016, 0.0007, -0.0017
O, 0.0022, -0.001, -0.0035
O, 0.002, -0.0001, -0.0015
O, 0.0002, -0.0007, -0.0015
O, 0.0003, -0.0003, -0.0003
O, 0.0012, -0.0008, -0.0004
O, 0.0033, -0.0061, -0.0002
O, 0.0014, 0.0003, -0.0028
O, 0.0012, -0.0007, -0.0012
O, 0.0009, 0.0009, 0.0031
O, 0.0004, -0.0005, -0.0014
O, 0, -0.0001, -0.0018
O, -0.0001, -0.0003, 0.0002
O, 0.0018, -0.0006, -0.0015
O, 0.0004, 0.0006, -0.0019
O, 0.0028, -0.0004, -0.0002
O, 0.0014, -0.0019, -0.0001
O, -0.0019, 0.0005, -0.0017
O, -0.0002, -0.0001, -0.003
O, 0.0037, -0.0017, -0.0029
O, 0, -0.0024, -0.0029
O, 0.0006, -0.0014, -0.0027
O, 0.0012, 0.0013, -0.0024
O, -0.0005, 0.0017, -0.0003
O, 0.0024, 0.0002, -0.0035
O, -0.0017, 0.0012, -0.001
O, 0.0023, -0.0003, -0.0026
O, 0.0005, 0.0002, -0.0006
O, -0.0002, 0.0015, 0
O, 0.0002, -0.0007, -0.0013
O, 0.0007, -0.0001, -0.0009
O, -0.0007, -0.0028, -0.0036
O, -0.0014, -0.0004, 0.0014
O, -0.0003, 0.0023, 0.0062
O, 0.0025, 0.0006, 0.0013
O, 0.0007, -0.0012, 0.0009
O, -0.0002, -0.0002, 0
O, 0.0011, 0.0004, -0.0011
O, 0.0009, 0, -0.0026
O, 0.0022, -0.0008, 0.0043
O, 0.0003, -0.0038, -0.0014
O, 0, 0.0009, -0.0009
O, 0.0011, -0.0007, -0.0015
O, 0.0003, -0.0004, -0.0026
O, 0.0068, 0.0009, 0.0011
O, 0.0017, 0.0006, 0.0004
O, 0.0003, -0.0001, -0.0015
O, 0.0038, -0.0001, -0.0028
O, -0.0029, -0.0044, 0.0032
O, 0.0008, -0.0013, -0.0035
O, 0.0035, -0.0013, -0.0001
O, 0.0022, 0, -0.0016
O, 0.0002, -0.0015, -0.0014
O, 0.0003, -0.0007, -0.0031
O, 0.0014, -0.0005, -0.0042
O, 0.0005, -0.0009, -0.0005
O, 0.0008, 0.0004, -0.0027
O, -0.0003, -0.0026, 0.0001
O, 0.0015, -0.0003, -0.002
O, -0.0032, 0.0028, -0.0044
O, 0.0011, 0.0015, -0.0036
O, 0.0019, 0.0007, -0.0018
O, 0.0011, -0.0005, -0.0001
O, 0.0004, -0.0014, -0.0014
O, 0.0005, -0.0012, 0.0009
O, -0.0007, -0.0024, 0.0011
O, 0.0011, 0.0004, -0.0009
O, 0.0006, -0.0011, 0.0009
O, -0.0001, 0.0001, 0.0007
H, 0.0015, 0.0079, -0.0037

The program warned: the cutoff lies below the one the program advises for these potential files; the exchange-correlation potential is rough where the density is thin.
